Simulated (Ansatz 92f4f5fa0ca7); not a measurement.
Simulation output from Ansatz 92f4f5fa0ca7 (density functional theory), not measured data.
Periodic cell of 221 atoms, Si132O88H1, from a study of silicon, its oxide and their interface. The atomic structure is a simulated model.
Doubt: the cutoff is far below the 930 eV that the study's wrapper takes by default for these files, so forces and energies are approximate.
This geometry differs little from another in the collection (a relaxation step or a small displacement).

Settings
functional: PBE
potential files: Ansatz PAW
basis: plane waves
wave-function cutoff: 580 eV
density cutoff ratio: 5
exchange-correlation grid ratio: 1
k mesh: 1 x 1 x 1, Gamma-centred
self-consistency stop: 5e-08 eV per atom in the density residual
occupations: fixed
spin: none
net charge: +1 e, with a uniform compensating background and no finite-size correction

Cell vectors (angstrom)
a, 10.938, 0, 0
b, 0, 10.938, 0
c, 0, 0, 32.5771

Atoms: element, x, y, z (angstrom)
Si, -0.2642, 0.2899, 25.1829
Si, 5.6664, -0.2941, 25.174
Si, 2.364, 2.9948, 25.0992
Si, 8.4651, 2.5113, 25.1547
Si, 0.1303, 5.2318, 24.9701
Si, 5.2199, 5.7844, 25.109
Si, 2.9817, 7.9988, 25.0695
Si, 7.8951, 8.4324, 25.1057
Si, 1.3049, 1.4284, 26.4968
Si, 6.8216, 1.3612, 26.4078
Si, 4.0452, 4.1328, 26.3486
Si, 9.581, 4.1151, 26.4429
Si, 1.3261, 6.8295, 26.3086
Si, 6.7851, 6.8763, 26.4741
Si, 4.0853, 9.5321, 26.4859
Si, 9.5207, 9.5782, 26.4049
Si, 2.7158, 0.0199, 27.7875
Si, 8.1849, 0.0094, 27.8069
Si, -0.0283, 2.7751, 27.8579
Si, 5.4375, 2.7584, 27.7436
Si, 2.7001, 5.492, 27.7628
Si, 8.1884, 5.4847, 27.7801
Si, -0.0089, 8.2042, 27.74
Si, 5.4519, 8.2132, 27.8622
Si, 4.1018, 1.3673, 29.1589
Si, 9.5708, 1.3673, 29.1589
Si, 1.3673, 4.1018, 29.1589
Si, 6.8362, 4.1018, 29.1589
Si, 4.1018, 6.8362, 29.1589
Si, 9.5708, 6.8362, 29.1589
Si, 1.3673, 9.5708, 29.1589
Si, 6.8362, 9.5708, 29.1589
Si, 0, 0, 30.5261
Si, 5.469, 0, 30.5261
Si, 2.7345, 2.7345, 30.5261
Si, 8.2035, 2.7345, 30.5261
Si, 0, 5.469, 30.5261
Si, 5.469, 5.469, 30.5261
Si, 2.7345, 8.2035, 30.5261
Si, 8.2035, 8.2035, 30.5261
Si, 1.3673, 1.3673, 31.8934
Si, 6.8362, 1.3673, 31.8934
Si, 4.1018, 4.1018, 31.8934
Si, 9.5708, 4.1018, 31.8934
Si, 1.3673, 6.8362, 31.8934
Si, 6.8362, 6.8362, 31.8934
Si, 4.1018, 9.5708, 31.8934
Si, 9.5708, 9.5708, 31.8934
Si, 2.7345, 0, 0.6835
Si, 8.2035, 0, 0.6835
Si, 0, 2.7345, 0.6835
Si, 5.469, 2.7345, 0.6835
Si, 2.7345, 5.469, 0.6835
Si, 8.2035, 5.469, 0.6835
Si, 0, 8.2035, 0.6835
Si, 5.469, 8.2035, 0.6835
Si, 4.1018, 1.3673, 2.0507
Si, 9.5708, 1.3673, 2.0507
Si, 1.3673, 4.1018, 2.0507
Si, 6.8362, 4.1018, 2.0507
Si, 4.1018, 6.8362, 2.0507
Si, 9.5708, 6.8362, 2.0507
Si, 1.3673, 9.5708, 2.0507
Si, 6.8362, 9.5708, 2.0507
Si, 0, 0, 3.418
Si, 5.469, 0, 3.418
Si, 2.7345, 2.7345, 3.418
Si, 8.2035, 2.7345, 3.418
Si, 0, 5.469, 3.418
Si, 5.469, 5.469, 3.418
Si, 2.7345, 8.2035, 3.418
Si, 8.2035, 8.2035, 3.418
Si, 1.4305, 1.299, 4.7808
Si, 6.8607, 1.3707, 4.8604
Si, 4.1748, 4.0391, 4.7995
Si, 9.5814, 4.0697, 4.7743
Si, 1.4107, 6.7945, 4.7508
Si, 6.7775, 6.8724, 4.7373
Si, 4.1253, 9.561, 4.8339
Si, 9.5648, 9.61, 4.7392
Si, 2.8187, -0.0184, 6.2663
Si, 8.271, 0.0185, 6.2262
Si, 0.0384, 2.6648, 6.0953
Si, 5.5702, 2.7536, 6.3273
Si, 2.7704, 5.4063, 6.1064
Si, 8.1526, 5.4844, 6.0062
Si, 0.0512, 8.2349, 5.9887
Si, 5.471, 8.1965, 6.2384
Si, 3.9299, 1.6268, 7.6288
Si, 9.9897, 1.0782, 7.5273
Si, 1.6163, 3.7894, 7.3796
Si, 6.7197, 4.482, 7.5822
Si, 4.3009, 6.5295, 7.4773
Si, 9.3583, 7.0822, 7.1531
Si, 1.195, 9.6564, 7.4495
Si, 7.1767, 9.2959, 7.4822
O, 1.2713, 4.1079, 24.5127
O, 6.7922, 9.5666, 24.6058
O, 2.7466, 2.7285, 7.9306
O, 8.3145, 8.1538, 7.8653
O, 5.4887, 5.5048, 8.0154
O, 0.0915, -0.1491, 7.9191
O, 4.1036, 6.8852, 24.5616
O, 9.5611, 1.3862, 24.6196
O, 1.6476, 8.8587, 8.8362
O, 0.8875, 4.2509, 8.7802
O, 9.7353, 1.7342, 9.0482
O, 6.6922, 9.8895, 8.957
O, 4.4481, 1.2205, 9.155
O, 3.4833, 6.9531, 8.851
O, 7.5521, 4.1917, 9.0098
O, 10.0539, 6.2328, 8.353
O, 2.9105, 2.1553, 23.7837
O, 4.8384, 0.2539, 23.8584
O, 7.9223, 3.3066, 23.8126
O, 10.2979, 5.7721, 23.5815
O, 8.4299, 7.6885, 23.7299
O, 2.4314, 8.7557, 23.698
O, 6.0433, 5.2559, 23.7725
O, 0.5233, 10.6366, 23.8669
Si, 3.2317, 9.2594, 11.9178
Si, 8.2163, 4.7885, 10.3753
Si, 7.0895, 4.7307, 17.5143
Si, 4.2974, 1.6013, 23.1441
Si, 12.3834, 3.2868, 19.262
Si, 8.0259, -2.9729, 14.5174
Si, 1.0862, 9.3721, 23.0263
Si, 4.0555, 12.9009, 20.1371
Si, -2.3555, 2.9516, 12.6485
Si, -3.9083, 14.1906, 20.1763
Si, 1.118, -4.6154, 18.5437
Si, 0.892, 11.2084, 12.4577
Si, 10.3418, 9.768, 14.8527
Si, -5.9993, 3.1061, 16.0779
Si, 7.2047, 10.2637, 10.4547
Si, 0.6714, 17.6446, 15.5013
Si, -1.3756, 4.1743, 15.4347
Si, 0.0061, 5.4367, 9.4209
Si, 5.018, 7.4186, 13.5
Si, 6.5684, 3.8685, 23.1145
Si, 7.4788, 7.6528, 17.3921
Si, 9.8212, 1.0515, 10.5282
Si, 2.1985, 11.5915, 18.2217
Si, 9.784, 1.8612, 19.7621
Si, 4.6539, 0.7704, 10.6943
Si, 3.0288, 2.201, 13.0344
Si, 2.2094, 7.5623, 9.6505
Si, 5.9086, 9.6316, 15.638
Si, 3.1936, 5.0104, 14.4506
Si, 9.7004, 7.1359, 22.8805
Si, 11.296, 10.2158, 20.2698
Si, 7.3015, -3.6019, 11.7467
Si, -1.3646, 7.5481, 19.8117
Si, 3.6271, 0.5324, 15.7747
Si, 9.646, 12.3484, 16.5641
Si, 7.0776, 1.4976, 14.777
O, 4.3439, 9.965, 15.7806
O, 10.2711, -0.0666, 16.0925
O, 8.7148, -0.1327, 10.5659
O, 0.1781, 8.2692, 15.0304
O, 4.3962, -4.7982, 14.2415
O, 2.836, 14.0339, 20.1356
O, 1.8819, 5.982, 14.618
O, -1.7719, 14.818, 13.8696
O, -2.8457, 1.5257, 16.0427
O, -1.0809, 4.7885, 10.4569
O, 10.5049, -4.4817, 19.042
O, 8.3317, 7.3582, 15.9853
O, -3.1795, 1.7141, 13.3318
O, 3.4524, 12.1617, 14.3113
O, 1.3714, 9.9001, 21.5028
O, 8.2039, 7.1297, 13.1512
O, 8.2886, 2.2039, 20.3275
O, 10.3268, 8.9672, 19.942
O, 4.0645, 1.2367, 21.5817
O, -3.7334, 8.9046, 11.3842
O, 6.8684, 4.1229, 21.5351
O, 8.314, 7.8559, 18.7612
O, 12.2188, 10.4633, 18.9412
O, 6.5884, 6.3012, 17.5222
O, -2.68, 4.4758, 16.3962
O, 9.6589, 2.1907, 11.6942
O, 10.7889, 10.6767, 13.5881
O, 5.9551, 2.6987, 14.8492
O, 6.4844, 10.9064, 14.8439
O, -0.5007, 16.4984, 15.4425
O, -2.1648, -1.5519, 14.4658
O, 4.0091, 1.8343, 11.7737
O, -7.3271, 11.7441, 19.0473
O, 2.7386, 7.9532, 11.1401
O, 5.8068, 6.8668, 12.2205
O, 2.1673, -3.8234, 19.503
O, 6.2366, 8.2596, 14.5465
O, 9.2056, 6.9704, 21.3021
O, 1.4796, 12.7089, 12.7623
O, -0.0453, 8.2233, 22.931
O, 6.595, 9.0211, 16.992
O, -3.4057, 4.2895, 19.0058
O, 2.3122, 0.1822, 16.652
O, -0.0292, 3.0616, 19.973
O, 1.4888, 4.7447, 18.5664
O, 4.0209, 10.2127, 10.8878
O, 5.4098, 2.7603, 23.3038
O, 3.6866, 4.104, 15.7225
O, 5.5732, 13.4808, 19.8304
O, -3.2447, 3.9207, 11.6715
O, 4.1005, 8.6957, 13.2016
O, 6.238, 0.5215, 11.0249
O, 9.6274, 1.4489, 18.178
O, -0.6015, 13.7467, 15.9802
O, 4.459, 1.6495, 16.6398
O, 1.5051, 13.0614, 18.1087
O, 5.7663, -7.0748, 17.2142
O, 1.0464, 6.5011, 10.0678
O, 1.2245, 6.9013, 17.0123
O, 2.0628, 10.1049, 12.609
O, 7.7802, 6.3688, 10.5685
O, 11.2207, 0.2997, 10.9498
O, 10.3496, 11.5045, 20.576
O, 3.0616, 3.8409, 13.2871
H, 2.4431, -2.9272, 19.2557

Results
free energy: -133981.927 eV
free energy less fixed offsets of H -15.97, O -568.88, Si -635.61 eV per atom: -3.997 eV

Forces (eV/angstrom), in the order of the atoms: element, x, y, z
Si, -0.0003, 0, -0.001
Si, -0.0001, 0.0001, 0.0006
Si, -0.0002, 0.0001, -0.0009
Si, -0.0002, -0.0002, 0
Si, -0.0001, 0.0001, 0
Si, 0, 0.0001, -0.0009
Si, 0.0001, -0.0003, 0.0001
Si, -0.0002, -0.0002, -0.0008
Si, 0.0002, -0.0002, 0.0005
Si, 0.0002, -0.0002, -0.0003
Si, 0.0001, -0.0002, 0.0002
Si, 0, -0.0001, -0.0001
Si, 0.0001, -0.0002, -0.0005
Si, 0.0002, -0.0002, 0.0006
Si, 0.0001, -0.0002, -0.0001
Si, 0.0001, -0.0001, 0.0002
Si, 0.0002, 0, 0
Si, -0.0002, 0.0001, 0.0001
Si, -0.0001, 0.0001, 0
Si, 0.0003, -0.0001, -0.0001
Si, -0.0001, 0.0003, 0.0001
Si, 0.0002, -0.0001, -0.0001
Si, 0.0002, 0, -0.0001
Si, 0, 0.0003, -0.0001
Si, 0.0218, 0.1129, -0.1705
Si, -0.1702, -0.0119, 0.2666
Si, 0.118, 0.2686, 0.2482
Si, -0.1202, -0.0157, -0.2415
Si, -0.2821, -0.1755, 0.1919
Si, 0.0519, 0.0599, -0.2097
Si, -0.1127, -0.0607, -0.2289
Si, 0.0294, 0.1438, 0.359
Si, -0.0323, -0.0193, -0.0181
Si, 0.0786, -0.0152, 0.0024
Si, 0.0212, 0.043, -0.0182
Si, -0.0178, -0.1129, 0.0024
Si, 0.0724, 0.0037, -0.0075
Si, -0.0696, -0.0454, -0.0117
Si, 0.019, -0.0644, -0.0025
Si, 0.019, 0.0374, -0.0193
Si, 0.0001, 0.0009, -0.02
Si, -0.0253, 0.063, -0.005
Si, 0.0213, -0.0257, 0.0016
Si, 0.0147, 0.0611, -0.0368
Si, -0.0859, 0.0033, -0.0206
Si, 0.0132, 0.0237, -0.0255
Si, -0.041, 0.0224, -0.0272
Si, -0.0097, -0.0127, -0.0065
Si, 0.0418, -0.0435, 0.0271
Si, -0.0002, -0.0084, 0.0095
Si, -0.0228, -0.0277, 0.0133
Si, 0.0194, -0.0345, 0.0296
Si, 0.0019, 0.0464, 0.0016
Si, 0.0057, -0.0442, 0.0232
Si, 0.0665, -0.0144, 0.0209
Si, -0.0012, -0.0078, 0.0182
Si, -0.0501, 0.0708, 0.0058
Si, 0.0559, 0.0349, 0.0046
Si, -0.0239, 0.0323, 0.0168
Si, -0.0064, 0.0582, 0.0244
Si, -0.0289, -0.0548, -0.0159
Si, -0.0252, 0.0197, 0.0279
Si, -0.0883, 0.0172, 0.011
Si, 0.077, 0.0117, -0.0084
Si, 0.2062, 0.0852, -0.3465
Si, 0.1242, 0.0605, 0.4537
Si, 0.2937, -0.2375, 0.0582
Si, -0.0835, -0.1858, 0.0897
Si, 0.0117, -0.1903, -0.0761
Si, -0.204, -0.1083, -0.2556
Si, 0.2627, 0.0689, 0.0624
Si, -0.1374, 0.1629, -0.1968
Si, 0.0018, 0.0003, -0.0006
Si, -0.0002, -0.0005, 0.0005
Si, 0.0006, 0.0003, 0.0046
Si, 0.0022, -0.0014, -0.0001
Si, 0.0011, -0.0007, 0.0007
Si, -0.0008, -0.0049, 0.0023
Si, 0.0015, -0.0024, -0.0006
Si, -0.0001, -0.0008, -0.0054
Si, -0.001, 0.0034, 0.0023
Si, -0.0018, 0.0045, -0.0003
Si, -0.0015, 0.0022, -0.0009
Si, -0.004, 0.0033, -0.0001
Si, 0.0005, -0.0023, -0.0041
Si, -0.0054, 0.0047, 0.0032
Si, 0.0009, -0.0009, 0.0041
Si, -0.0001, 0.0023, -0.0024
Si, 0.0017, 0.0002, -0.0033
Si, -0.0008, -0.0007, 0.0055
Si, 0.004, -0.0019, -0.001
Si, 0.002, 0.001, -0.0065
Si, 0.0057, -0.0061, 0.0025
Si, 0.0029, -0.0049, -0.0033
Si, 0.0016, -0.0025, 0.0055
Si, -0.0015, -0.0019, 0.0056
O, -0.0002, 0, 0.0006
O, 0.0003, 0, 0
O, -0.0037, -0.0005, 0.0031
O, -0.0014, 0.0021, -0.0002
O, -0.0004, 0.0015, 0.0061
O, 0.0021, -0.0006, -0.0052
O, -0.0007, 0.0003, 0.0002
O, -0.0002, 0.0003, 0.0004
O, -0.0001, 0.0005, 0.0001
O, 0.001, -0.0005, -0.0032
O, -0.0004, 0.0014, -0.0027
O, -0.0001, -0.0003, -0.003
O, 0.0002, 0.0001, -0.0003
O, -0.0035, 0.0027, -0.0054
O, -0.0001, 0.0005, 0.0009
O, -0.0014, 0.0018, 0.0008
O, -0.0002, 0.0001, 0.0006
O, -0.0004, 0, 0.0002
O, 0.0002, -0.0001, 0.0004
O, 0.0001, -0.0003, 0.0007
O, -0.0001, 0, 0.0004
O, 0, 0, 0.0001
O, 0, 0, 0.0003
O, -0.0002, 0.0004, 0.0007
Si, -0.0044, -0.0014, 0.0026
Si, -0.0012, -0.0003, 0.0005
Si, 0.0006, -0.0004, 0
Si, 0.0002, 0.0001, -0.0006
Si, -0.0001, 0.0014, -0.0003
Si, 0.0011, -0.0015, 0.0008
Si, 0, -0.0004, -0.0003
Si, -0.0005, 0.0005, -0.0007
Si, -0.0004, -0.0003, 0.0006
Si, 0.0007, -0.0007, -0.0002
Si, -0.0029, 0.0002, 0
Si, 0.0014, -0.0013, 0.0005
Si, 0.0017, 0.0011, 0.0012
Si, 0.0005, 0.0003, -0.0003
Si, -0.0032, 0.0011, -0.0007
Si, 0.0007, 0, 0.0019
Si, 0.0002, 0.0001, 0.0001
Si, -0.0011, 0.0012, 0.0024
Si, -0.0029, -0.0004, -0.0049
Si, 0.0003, 0, -0.0011
Si, -0.0001, -0.0014, -0.0005
Si, 0.0015, 0.0011, 0.0018
Si, -0.0001, 0.0002, 0.0001
Si, 0.0006, 0, -0.0004
Si, -0.001, 0.0001, 0.0015
Si, -0.0004, 0.0011, -0.0009
Si, 0.0008, 0.0017, 0.0018
Si, 0.0002, -0.0012, 0.0006
Si, -0.0011, -0.001, 0.0012
Si, 0.0002, -0.0003, -0.0006
Si, -0.0004, 0.0011, -0.0011
Si, 0.0021, -0.0016, 0.0001
Si, 0.0005, -0.0013, -0.0002
Si, -0.0015, 0.0006, -0.0005
Si, 0, 0.0004, 0.0007
Si, 0.0007, 0.0013, -0.0004
O, 0.0009, -0.0011, 0
O, -0.0004, -0.0005, -0.0002
O, 0.0028, -0.0008, 0.0008
O, -0.0009, 0.001, -0.0004
O, 0.0012, 0.0009, 0
O, 0.0005, -0.0007, 0.0007
O, -0.0002, 0.0001, -0.0004
O, -0.0001, 0.0003, -0.0001
O, -0.0003, 0, -0.0001
O, 0.0008, 0.0002, -0.0006
O, -0.0022, 0.0005, 0.0018
O, 0.0006, 0.0008, -0.0003
O, 0, 0.0002, 0.0002
O, 0.0002, -0.0002, 0.0002
O, 0.0003, -0.0007, 0.0005
O, -0.0006, 0.0004, -0.0004
O, -0.0005, 0.0001, 0.0007
O, -0.0002, -0.0001, 0.0003
O, 0.0002, -0.0007, 0.0005
O, -0.0011, -0.0007, 0.0014
O, -0.0002, 0.0002, 0.0007
O, -0.001, 0.0006, 0.0001
O, -0.0009, -0.0001, 0.0006
O, 0.0001, 0.0004, 0.0007
O, -0.0001, 0.0001, -0.0001
O, -0.0001, 0.0001, -0.0006
O, -0.0008, 0.0001, 0.0005
O, -0.0001, 0.0001, 0.0002
O, -0.0001, -0.0006, -0.0003
O, -0.0006, 0.0002, 0.0005
O, -0.0027, -0.0003, -0.001
O, -0.0008, 0.0006, 0.0004
O, 0.0002, -0.0003, 0.0004
O, 0.0004, 0.0004, -0.0029
O, -0.0005, -0.0006, -0.0004
O, 0.0511, 0.0619, -0.0376
O, 0.003, 0.0039, 0.0049
O, -0.0002, 0.0001, -0.0003
O, 0.0012, -0.0006, 0
O, 0, 0.0003, 0.0004
O, -0.0007, 0.0016, -0.0005
O, -0.0005, 0.0003, -0.0001
O, 0.0008, -0.0002, -0.0005
O, 0.0002, -0.0001, 0.0007
O, 0.0002, -0.0047, -0.0002
O, -0.0013, 0.0009, -0.0014
O, -0.0003, -0.0002, 0.0005
O, -0.0004, 0.0006, 0.0002
O, -0.0002, -0.0002, -0.0001
O, 0.0001, 0, 0.0002
O, 0.0009, 0.001, 0.001
O, 0, -0.0005, 0.0012
O, -0.0003, 0, -0.0002
O, -0.0003, 0.0004, 0.0003
O, -0.0004, 0, 0.0006
O, -0.0002, -0.0008, 0.0004
O, -0.0003, -0.0004, 0.0007
O, 0.0006, 0.0005, -0.0003
O, -0.0005, 0, -0.0017
O, 0.0008, 0.0004, -0.0015
O, 0.0006, 0.0003, -0.0003
O, 0, -0.0001, 0
O, 0.0003, -0.0005, 0.0002
O, -0.0003, -0.0003, -0.0005
H, -0.0476, -0.0581, 0.0405

The program warned: the cutoff lies below the one the program advises for these potential files; the forces do not sum to zero within the program's tolerance; the exchange-correlation potential is rough where the density is thin.
